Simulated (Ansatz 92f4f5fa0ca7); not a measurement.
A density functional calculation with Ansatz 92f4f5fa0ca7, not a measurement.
Periodic cell of 208 atoms, Si128O80, from a study of silicon, its oxide and their interface. The atomic structure is a simulated model.
This geometry differs little from another in the collection (a relaxation step or a small displacement).

Settings: functional r2SCAN; potential files Ansatz PAW; basis plane waves; wave-function cutoff 800 eV; density cutoff ratio 5; exchange-correlation grid ratio 1; k mesh 1 x 1 x 1, shifted by 0.5 0.5 0 of a step; self-consistency stop 1e-10 eV per atom in the density residual; occupations fixed; spin none; net charge 0.

Cell vectors (angstrom)
a	10.88	0	0
b	0	10.88	0
c	-2.9987	-3.1157	30.4451

Atoms: element, x, y, z (angstrom)
Si	1.2192	-1.1133	0.2123
Si	3.6661	1.6141	0.0473
Si	1.491	3.8639	0.1372
Si	4.3845	-4.2647	0.0556
Si	-3.8494	-1.6388	0.1937
Si	-1.0623	1.0149	0.0372
Si	6.618	4.4133	-0.0231
Si	-1.6398	-3.8245	0.0933
Si	2.7055	0.0693	1.5208
Si	5.4355	2.73	1.1898
Si	2.7362	-5.4158	1.3171
Si	5.4615	-2.7608	1.4827
Si	-2.677	-0.0267	1.3934
Si	-0.042	2.6659	1.3992
Si	8.1288	5.4783	1.4157
Si	-0.0049	-2.7231	1.3874
Si	1.3119	1.3839	2.8495
Si	4.1003	4.0712	2.6759
Si	1.3731	-4.0894	2.7029
Si	4.0927	-1.3497	2.7595
Si	6.7815	1.3834	2.6308
Si	9.4955	4.0719	2.7077
Si	6.8027	6.7852	2.8505
Si	-1.3437	-1.3699	2.7983
Si	-0.0163	-0.0061	4.1658
Si	2.7319	2.7554	4.0974
Si	0.0069	-5.4548	4.0591
Si	2.7107	-2.7204	4.0806
Si	5.4667	0.0229	4.0643
Si	8.1266	2.7176	4.0502
Si	5.4158	5.407	4.1158
Si	8.1706	-2.7175	4.1515
Si	1.3315	-1.3794	10.9094
Si	4.0781	1.3629	10.8811
Si	1.3783	4.0724	10.7764
Si	4.0656	-4.0906	10.8281
Si	6.8321	-1.3427	10.8562
Si	-1.3833	1.3454	10.863
Si	6.8036	4.084	10.8998
Si	-1.3608	-4.0498	10.8975
Si	2.707	-0.005	12.2202
Si	5.4443	2.7116	12.2562
Si	2.7165	5.3926	12.1585
Si	5.4347	-2.7096	12.131
Si	-2.7038	-0.0142	12.2789
Si	0.0102	2.7493	12.1107
Si	8.1704	5.4642	12.2448
Si	-0.0284	-2.7149	12.3231
Si	1.3419	1.4093	13.4854
Si	4.0886	4.0901	13.5816
Si	1.335	-4.1929	13.5526
Si	4.0762	-1.3876	13.525
Si	-4.1096	1.3434	13.6365
Si	-1.3046	4.0867	13.5275
Si	6.7789	-4.0277	13.5272
Si	-1.3394	-1.3284	13.7505
Si	-0.182	0.401	14.9313
Si	2.4967	2.9136	14.8359
Si	0.258	-5.7711	14.9776
Si	2.9556	-3.0444	14.7302
Si	5.5775	-0.2556	14.9202
Si	-2.4639	2.5443	14.8073
Si	5.2296	5.7138	14.8462
Si	-3.0622	-2.4614	14.9216
Si	1.1343	5.1895	-4.6643
Si	6.0202	-3.1062	-4.7268
Si	-2.0188	1.0127	-2.9528
Si	-0.7923	4.137	20.3697
Si	6.0774	1.2284	-8.2845
Si	0.9459	0.317	-7.8844
Si	3.3863	2.1462	19.8702
Si	2.1544	-2.7543	17.6066
Si	7.2312	5.0442	-5.1775
Si	3.0234	-3.2147	-4.8598
Si	6.4976	-0.9531	-2.6941
Si	-0.0081	-4.8579	17.9637
Si	0.3208	1.3056	20.1926
Si	4.6345	1.287	-2.7482
Si	4.3316	4.9065	20.6875
Si	7.5083	3.9751	-7.9091
Si	4.1128	-2.9965	19.6655
Si	4.3369	1.6288	16.9757
Si	2.5377	-2.8822	-1.9182
Si	3.024	-1.9638	-7.7048
Si	6.9428	3.2951	-2.7863
Si	-0.0597	1.2086	-5.2891
Si	0.2569	-5.1041	-1.9242
Si	7.067	-2.8537	19.9576
Si	6.0185	-1.5344	-7.3782
Si	3.2443	2.4836	-7.7182
Si	-1.092	3.9713	-6.1694
Si	0.1897	-0.5392	17.7092
Si	2.6485	2.7051	-4.7707
Si	-2.0129	-2.6028	17.6894
Si	6.5938	3.8666	16.894
Si	7.1421	4.9072	19.8152
Si	1.368	-1.374	5.4637
Si	4.085	1.3623	5.4277
Si	1.3623	-6.7844	5.4543
Si	4.0645	-4.081	5.449
Si	6.7985	-1.3365	5.4639
Si	9.4821	1.3763	5.4561
Si	6.795	4.0625	5.4457
Si	9.5402	6.7797	5.4505
Si	2.7331	-0.0066	6.795
Si	5.4413	2.7091	6.7925
Si	2.71	-5.4269	6.817
Si	5.4297	-2.7145	6.8052
Si	8.1484	0.0152	6.8275
Si	-0.0089	2.7265	6.8041
Si	8.1614	5.4269	6.7958
Si	0.0038	-2.7281	6.8026
Si	1.3538	1.3379	8.1423
Si	4.0897	4.0733	8.137
Si	1.3513	-4.0667	8.1628
Si	4.0776	-1.354	8.1751
Si	6.7847	1.3729	8.17
Si	-1.3659	4.0865	8.171
Si	6.804	-4.0832	8.1479
Si	9.5233	-1.3636	8.149
Si	-0.0063	-0.0162	9.5221
Si	2.7358	2.6961	9.4705
Si	-0.0099	-5.4109	9.5133
Si	2.6968	-2.7112	9.5203
Si	5.4459	0.0099	9.5272
Si	8.1474	2.7238	9.5244
Si	5.4466	5.4264	9.5047
Si	8.1673	-2.7193	9.5034
O	3.9105	-3.4609	-1.2941
O	-0.9462	2.3948	-5.918
O	8.1327	-2.7142	-0.3873
O	-1.1064	-3.7458	18.3746
O	-0.0642	4.5176	21.7622
O	2.6028	2.7871	-0.3839
O	-0.3306	-5.3215	16.4365
O	7.416	4.0271	-1.4174
O	0.6503	0.1716	16.3271
O	6.6865	4.5953	-6.6468
O	-2.0898	4.648	-5.1005
O	3.2283	3.1033	-6.2307
O	4.83	0.2476	16.2878
O	2.7196	-2.4531	-3.4678
O	1.4013	4.0057	15.3588
O	-1.38	1.4439	15.3434
O	6.4714	4.3243	-3.9462
O	5.9382	5.1767	16.2135
O	1.827	1.8083	19.9601
O	6.717	-1.3329	15.3748
O	2.1593	-2.4602	16.0234
O	5.5434	-2.3458	19.9964
O	7.8199	-2.0534	18.7777
O	8.0515	2.3239	-3.4591
O	1.4009	1.7085	-4.8751
O	-0.1067	4.8487	19.069
O	7.1046	-4.3985	19.5202
O	4.1673	1.5961	21.1575
O	3.052	2.1909	16.182
O	4.5811	1.5901	-7.8273
O	2.8317	-2.2453	-6.1321
O	6.1062	-1.9467	-5.8404
O	0.1696	0.1179	-6.4722
O	1.4531	-4.0507	-1.7538
O	-1.0903	-4.4958	-1.2942
O	1.8748	-0.9566	-8.199
O	-2.6556	-3.195	16.3266
O	7.1095	2.4241	-8.0222
O	3.6719	-2.743	18.1371
O	3.8992	0.8554	-1.3845
O	6.367	-2.4331	-3.3103
O	-1.7775	4.1486	-7.6317
O	-1.1291	-1.3394	17.2458
O	6.7575	-2.6773	-8.2602
O	5.9056	4.529	20.7823
O	5.7015	2.4027	-2.3
O	5.3603	-0.0153	-3.3655
O	1.8963	1.6175	-7.893
O	2.0213	-1.6005	-1.1173
O	0.2512	0.5011	21.5838
O	4.132	-4.589	19.8947
O	-0.1576	0.4395	18.9215
O	6.6824	-0.0685	-7.5234
O	4.0869	-4.0871	15.3073
O	0.3532	4.6713	-5.9916
O	-1.5915	1.4247	-1.4504
O	5.5333	2.676	16.8087
O	7.9528	-0.3194	-2.9791
O	2.1631	4.0805	-4.0862
O	3.015	-2.2579	20.5864
O	-0.8013	0.6754	-3.9649
O	4.5427	-3.7673	-4.7882
O	0.0594	-5.3732	-3.5021
O	0.1041	-0.0609	-0.3331
O	1.465	-4.1786	17.9715
O	1.9812	-4.4052	-5.0831
O	7.7373	-2.6243	21.3912
O	1.3143	-1.5473	18.2632
O	7.0972	-4.2468	-5.036
O	-2.3508	4.5136	20.5014
O	7	4.1441	18.4092
O	7.9112	3.3929	16.1008
O	3.5707	3.7543	19.8453
O	3.7325	1.938	-3.8928
O	5.4658	-5.3798	-0.4673
O	-0.6857	2.5496	20.2206
O	3.9788	1.4465	18.5328
O	6.2656	-0.9998	-1.1011
O	0.6829	4.4152	-1.174
O	4.5015	-1.3589	-7.9034

Results
free energy: -127506.443 eV
free energy less fixed offsets of O -570.45, Si -639.56 eV per atom: -6.763 eV

Forces (eV/angstrom), in the order of the atoms: element, x, y, z
Si	0.0123	-0.0047	-0.0593
Si	0.0041	-0.0142	-0.0776
Si	-0.0108	0.0077	-0.064
Si	-0.0038	0.0133	-0.0676
Si	-0.0145	0.0131	-0.0701
Si	-0.0121	0.0077	-0.0824
Si	0.0154	-0.0084	-0.0791
Si	0.0059	-0.0076	-0.0618
Si	0.0002	-0.0002	0.003
Si	-0.0014	0.0023	0.0026
Si	0.0021	-0.0012	0.004
Si	0	-0.0004	0.003
Si	0.0022	-0.0001	0.0053
Si	0.0008	-0.001	0.0026
Si	0	0.0009	0.0036
Si	-0.0016	0.0016	0.0023
Si	0.0002	0.0008	-0.0005
Si	0.0004	0.0005	0.001
Si	0.0002	0.0007	-0.0021
Si	0.0005	0.0003	0.0003
Si	-0.0005	0.0009	-0.0025
Si	-0.0003	0.0006	-0.0015
Si	0.0002	0.0005	0.0001
Si	0.0005	0.0002	-0.002
Si	-0.0002	-0.0009	0.0003
Si	0.0012	0.0012	0.001
Si	0.0006	0.0004	0.0001
Si	0.0002	-0.0006	0.0011
Si	0.0008	0.0009	0.0002
Si	0.0004	-0.0007	0.0003
Si	-0.0006	-0.0009	0.0004
Si	0.0009	0.0009	-0.0005
Si	0.0007	-0.0001	0.0006
Si	-0.0002	0.0002	0.0006
Si	0.0004	-0.0003	0.0002
Si	0.0007	0	-0.0007
Si	0.0001	-0.0005	-0.0002
Si	0.0003	-0.0001	0.0002
Si	0.0003	-0.0001	0.0004
Si	-0.0002	0.0005	0.0004
Si	0.001	0	-0.0007
Si	0.0002	-0.0003	-0.0013
Si	-0.0002	-0.0012	-0.001
Si	0.0001	0	0.0007
Si	0.0004	-0.0004	0.0006
Si	0.0005	0.0006	0.0005
Si	0.0007	0	-0.0014
Si	-0.0004	-0.0005	-0.0013
Si	0.0009	-0.0009	0.0025
Si	0.0017	-0.0013	0.0044
Si	-0.001	0.001	0.0052
Si	-0.0016	0.0005	0.0036
Si	-0.0019	0.0023	0.0051
Si	-0.0001	0.0009	0.0028
Si	0.0013	-0.001	0.0027
Si	0.0028	-0.0032	0.004
Si	-0.0148	0.0082	-0.0705
Si	-0.0097	0.0102	-0.0601
Si	0.0131	-0.0109	-0.0774
Si	0.0141	-0.0098	-0.0667
Si	0.0116	-0.0062	-0.0599
Si	0.0067	-0.0123	-0.0526
Si	-0.0084	0.007	-0.0604
Si	-0.0101	0.0129	-0.0727
Si	0.0206	-0.02	-0.1451
Si	0.0011	0.0067	-0.1689
Si	0.0222	-0.0104	-0.1628
Si	-0.0187	0.0065	-0.1682
Si	0.0024	-0.0141	-0.1475
Si	-0.0172	-0.0023	-0.1787
Si	-0.0105	-0.0099	-0.1845
Si	-0.0267	0.0082	-0.1442
Si	0.015	0.0077	-0.1709
Si	0.0125	0.0149	-0.1849
Si	0.0003	-0.0274	-0.1555
Si	-0.0034	0.0176	-0.1598
Si	-0.0006	0.002	-0.1771
Si	-0.0066	0.023	-0.1596
Si	0.0268	-0.0068	-0.1448
Si	-0.0293	-0.0081	-0.1888
Si	0.0046	0.0007	-0.1527
Si	0.0044	-0.0078	-0.1533
Si	-0.01	-0.0078	-0.153
Si	-0.005	-0.0168	-0.1845
Si	-0.0089	0.0087	-0.1632
Si	0.0243	-0.0091	-0.1754
Si	0.0198	0.0072	-0.1501
Si	0.0006	-0.0079	-0.1721
Si	0.0212	0.0061	-0.1816
Si	0.012	0.0057	-0.1885
Si	-0.0282	-0.0088	-0.1407
Si	0.0072	-0.0117	-0.1574
Si	-0.0196	0.0091	-0.1681
Si	0.0103	-0.0088	-0.1518
Si	0.0011	-0.0019	-0.1496
Si	0.0001	-0.016	-0.149
Si	0.0004	0.0001	-0.0003
Si	0.001	0.0001	0.001
Si	0.0003	0.0006	-0.0003
Si	0	0.0001	0.0001
Si	-0.0001	0.0004	-0.0004
Si	-0.0004	0.0002	-0.0001
Si	0.0005	0.0001	0.0002
Si	0.0004	0.0005	0.0003
Si	0.0006	-0.0001	-0.0003
Si	0	0.0002	0
Si	0.0004	0.0001	-0.0001
Si	0.0004	0.0003	-0.0005
Si	0.0003	0.0002	0.0004
Si	0.0001	0	-0.0004
Si	0.0005	-0.0001	-0.0004
Si	0.0001	-0.0004	-0.0002
Si	0.0001	0.0003	0.0007
Si	0.0004	0.0001	0.0006
Si	0.0002	0.0003	0.0007
Si	0.0002	-0.0001	0.001
Si	0.0005	0.0002	0.0005
Si	0.0003	0.0001	0.0009
Si	-0.0001	0	0.0008
Si	0.0003	0.0001	0.0007
Si	0.0003	0.0006	0.0007
Si	0.0003	0	0.0003
Si	0.0004	-0.0002	0.0005
Si	0.0004	-0.0003	0.0004
Si	0.0002	-0.0001	0.0005
Si	0.0003	0.0002	0.0003
Si	0.0004	0.0006	0.0002
Si	-0.0001	-0.0001	0.0004
O	0.0235	-0.0231	0.0774
O	0.0089	-0.0111	0.0612
O	0.0044	-0.003	0.0361
O	-0.001	-0.0096	0.0559
O	0.0221	0.0383	0.1112
O	-0.002	0.005	0.037
O	-0.0055	0.0218	0.1151
O	-0.0054	0.0242	0.1069
O	0.0056	-0.0196	0.1002
O	-0.0031	0.0267	0.1179
O	-0.0124	0.0089	0.0674
O	-0.0184	0.01	0.1331
O	-0.0197	0.0272	0.0715
O	-0.0149	0.0052	0.128
O	-0.003	0.0016	0.0319
O	0.0045	-0.0025	0.0326
O	-0.009	-0.0409	0.1061
O	0.0209	-0.0256	0.0717
O	-0.0027	-0.0071	0.0604
O	0.0031	-0.0044	0.0297
O	-0.014	0.0044	0.104
O	-0.0025	-0.0001	0.0488
O	-0.0374	-0.0066	0.0931
O	-0.0069	-0.0028	0.0566
O	0.0148	0.0093	0.0572
O	-0.0156	-0.0443	0.1037
O	-0.0043	0.0121	0.0505
O	0.0314	-0.0358	0.1256
O	0.0288	-0.0214	0.077
O	-0.0204	0.0066	0.0546
O	0	-0.0383	0.1388
O	-0.0004	-0.0391	0.1314
O	-0.0253	0.0222	0.1108
O	-0.0028	0.0024	0.0453
O	-0.0252	0.0201	0.0708
O	0.0081	0.0041	0.059
O	0.0214	-0.003	0.1011
O	0.0137	0.0223	0.058
O	0.0364	-0.0074	0.0919
O	-0.0207	0.0043	0.1051
O	0.0101	0.0439	0.097
O	0.0339	-0.0006	0.0855
O	0.0035	-0.0034	0.0524
O	-0.0344	0.0266	0.111
O	-0.0278	-0.0007	0.059
O	-0.0053	0.0017	0.0566
O	0.0023	0.0078	0.0541
O	0.0006	0.0056	0.0614
O	-0.0217	0.0258	0.0718
O	-0.0035	-0.0508	0.1175
O	-0.0038	-0.0219	0.0616
O	0.009	0.0462	0.1122
O	-0.0015	-0.0202	0.0657
O	-0.0031	0.0024	0.036
O	0.0257	0.0169	0.0712
O	0.0231	0.0033	0.1199
O	-0.0045	-0.0038	0.0541
O	-0.0065	-0.0009	0.0526
O	-0.0066	0.0152	0.0564
O	-0.017	0.024	0.1094
O	-0.0501	-0.0058	0.1044
O	-0.0072	-0.0028	0.0565
O	-0.0161	0.0221	0.1161
O	0.0055	-0.0047	0.0359
O	0.0033	-0.0042	0.0516
O	-0.0102	-0.009	0.0589
O	0.0524	0.0047	0.1274
O	0.0066	0.0006	0.0524
O	-0.0055	0.0092	0.0564
O	0.0262	-0.0044	0.0534
O	0.0119	0.0241	0.1197
O	-0.0282	0.0235	0.0695
O	0.0036	0.0146	0.059
O	0.0492	-0.0326	0.099
O	-0.0036	0.0014	0.0359
O	0.0046	0.0003	0.0479
O	-0.0299	0.0188	0.1298
O	0.0097	-0.0137	0.1089
O	0.0192	-0.0275	0.0772
O	0.0025	-0.0027	0.0589

The program warned: the cutoff lies below the one the program advises for these potential files; the forces do not sum to zero within the program's tolerance; empty levels may hold ghost states of the PAW files; the exchange-correlation potential is rough where the density is thin.
